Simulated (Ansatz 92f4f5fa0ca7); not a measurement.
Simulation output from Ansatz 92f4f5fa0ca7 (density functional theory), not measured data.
Periodic cell of 224 atoms, Si132O90As1H1, from a study of silicon, its oxide and their interface. The atomic structure is a simulated model.
Doubt: the cutoff is far below the 930 eV that the study's wrapper takes by default for these files, so forces and energies are approximate.

Settings: functional PBE; potential files Ansatz PAW; basis plane waves; wave-function cutoff 580 eV; density cutoff ratio 5; exchange-correlation grid ratio 1; k mesh 1 x 1 x 1, Gamma-centred; self-consistency stop 5e-08 eV per atom in the density residual; occupations fixed; spin none; net charge 0.

Cell vectors (angstrom)
a  10.938  0  0
b  0  10.938  0
c  0  0  33.3137

Atoms and the computed forces on them: element, x, y, z (angstrom), force x, y, z (eV/angstrom)
Si  0.4397  -0.339  25.9815  -0.0497  0.0374  0.069
Si  5.3284  0.3143  25.7803  0.0431  -0.0205  0.0375
Si  2.9523  2.4054  25.7795  -0.0127  0.0429  0.0759
Si  7.9409  3.0408  26.0483  0.0215  -0.0189  0.0736
Si  -0.279  5.6262  25.7589  0.0207  -0.0258  0.0341
Si  5.8433  5.3344  25.8587  -0.0292  0.011  0.0618
Si  2.6046  8.3283  25.7248  0.0144  -0.0157  -0.0063
Si  8.5729  8.0072  25.7926  -0.0284  0.05  0.0923
Si  1.5103  1.2954  27.2694  -0.0231  0.0103  -0.0233
Si  6.7875  1.413  27.2589  0.0141  -0.0227  0.0048
Si  4.1133  4.1229  27.0134  0.0016  -0.011  -0.0219
Si  9.5892  4.1503  27.2563  0.0172  -0.0165  -0.0033
Si  1.3775  6.7873  27.0529  0.007  -0.0111  0.0101
Si  6.9737  6.876  27.1862  -0.0036  0.0172  -0.0319
Si  4.1856  9.5461  27.0335  0.015  -0.0011  0.0125
Si  9.6784  9.5257  27.2035  -0.0172  0.0187  -0.0234
Si  2.8453  -0.0926  28.5632  0.0015  0.0003  0.0074
Si  8.2242  -0.0157  28.51  0.0078  -0.0089  0.0031
Si  0.0405  2.7015  28.5255  0.0029  -0.0135  -0.0019
Si  5.4079  2.7871  28.5469  -0.0122  0.0103  0
Si  2.7441  5.4458  28.4568  0.0013  -0.0085  0.0259
Si  8.228  5.4848  28.6017  -0.0033  0.0019  0.0176
Si  0.059  8.1356  28.5443  -0.0121  0.0001  0.0005
Si  5.5043  8.2001  28.4859  0.0051  -0.0123  0.0217
Si  4.1018  1.3673  29.8954  0.1056  -0.0166  0.3062
Si  9.5708  1.3673  29.8954  0.0394  -0.0622  -0.1171
Si  1.3673  4.1018  29.8954  0.1773  0.0094  -0.2015
Si  6.8362  4.1018  29.8954  -0.1981  0.0798  0.2077
Si  4.1018  6.8362  29.8954  0.0084  -0.0447  -0.5044
Si  9.5708  6.8362  29.8954  0.3165  0.0857  0.5438
Si  1.3673  9.5708  29.8954  0.2585  -0.3089  0.1105
Si  6.8362  9.5708  29.8954  0.0524  0.0018  -0.1452
Si  0  0  31.2627  -0.0002  0.0241  -0.0395
Si  5.469  0  31.2627  0.0699  0.1777  0.0005
Si  2.7345  2.7345  31.2627  -0.0512  -0.0789  -0.0127
Si  8.2035  2.7345  31.2627  -0.0518  0.0102  -0.0236
Si  0  5.469  31.2627  -0.0676  0.0823  0.0074
Si  5.469  5.469  31.2627  0.0646  -0.0204  -0.0012
Si  2.7345  8.2035  31.2627  -0.0894  0.0641  0.0197
Si  8.2035  8.2035  31.2627  0.0713  0.0323  -0.0123
Si  1.3673  1.3673  32.6299  -0.0068  0.0333  -0.0027
Si  6.8362  1.3673  32.6299  0.029  -0.0853  -0.0069
Si  4.1018  4.1018  32.6299  0.0019  0.0033  -0.0189
Si  9.5708  4.1018  32.6299  0.0631  -0.0208  -0.0339
Si  1.3673  6.8362  32.6299  0.0572  -0.078  -0.0142
Si  6.8362  6.8362  32.6299  -0.0215  0.0207  -0.0074
Si  4.1018  9.5708  32.6299  0.0392  -0.0519  -0.0377
Si  9.5708  9.5708  32.6299  -0.0321  -0.0132  -0.0123
Si  2.7345  0  0.6835  -0.0123  0.0014  0.0065
Si  8.2035  0  0.6835  0.0118  0.0743  0.0486
Si  0  2.7345  0.6835  -0.0942  0.0202  0.0115
Si  5.469  2.7345  0.6835  0.0204  0.0081  0.0136
Si  2.7345  5.469  0.6835  -0.0328  0.0242  0.0392
Si  8.2035  5.469  0.6835  0.0035  -0.0193  0.0076
Si  0  8.2035  0.6835  -0.0001  -0.0009  0.0093
Si  5.469  8.2035  0.6835  -0.029  0.0782  0.0051
Si  4.1018  1.3673  2.0507  -0.0192  -0.0252  0.0394
Si  9.5708  1.3673  2.0507  0.0901  -0.0146  -0.0125
Si  1.3673  4.1018  2.0507  -0.0432  -0.1133  -0.0149
Si  6.8362  4.1018  2.0507  0.0088  0.0167  0.0386
Si  4.1018  6.8362  2.0507  0.0864  -0.0232  -0.0144
Si  9.5708  6.8362  2.0507  -0.0206  0.0111  0.0304
Si  1.3673  9.5708  2.0507  0.0001  0.028  0.0406
Si  6.8362  9.5708  2.0507  -0.061  -0.1578  -0.0243
Si  0  0  3.418  0.0617  0.3512  -0.34
Si  5.469  0  3.418  -0.2254  -0.1707  0.1695
Si  2.7345  2.7345  3.418  -0.2848  -0.0321  -0.0073
Si  8.2035  2.7345  3.418  0.0576  0.074  0.1666
Si  0  5.469  3.418  0.0259  -0.077  0.1919
Si  5.469  5.469  3.418  -0.0441  0.2387  -0.1937
Si  2.7345  8.2035  3.418  0.0805  0.0418  0.2628
Si  8.2035  8.2035  3.418  -0.3575  -0.1609  -0.3392
Si  1.3386  1.3706  4.8125  0.007  -0.0077  0.0027
Si  6.797  1.3855  4.7727  0.0045  0.0124  -0.0234
Si  4.045  4.163  4.7448  0.0113  0.0124  -0.0055
Si  9.564  4.1123  4.8229  0.0043  0.0047  -0.0188
Si  1.3627  6.8414  4.8029  -0.0034  0.005  -0.0144
Si  6.8145  6.8416  4.7966  -0.0094  -0.0051  -0.0111
Si  4.0788  9.5743  4.8541  0.0048  0.007  -0.0284
Si  9.5117  9.6229  4.6878  0.0121  -0.0023  -0.0169
Si  2.6333  -0.0482  6.2386  -0.0036  -0.007  0.0192
Si  8.1618  -0.0038  6.0954  -0.0112  0.0131  0.0231
Si  -0.0216  2.7522  6.2267  -0.0107  -0.0115  -0.011
Si  5.3485  2.7338  6.0529  0.0012  -0.0139  0.0262
Si  2.7386  5.5043  6.2267  -0.0224  0.001  0.0054
Si  8.1355  5.4327  6.1817  0.0032  -0.0012  0.0052
Si  -0.122  8.2298  6.0006  0.0026  -0.0084  0.0306
Si  5.4621  8.1976  6.2344  -0.0099  0.0099  -0.0115
Si  3.7861  1.6297  7.426  0.0233  -0.0302  -0.0675
Si  9.6961  1.1214  7.4535  -0.0236  0.0392  -0.0334
Si  1.6061  3.8997  7.5375  -0.044  0.0414  -0.0337
Si  6.5202  4.2089  7.4299  0.0138  0.0025  -0.0384
Si  4.3941  6.5617  7.5908  0.0021  -0.006  -0.0026
Si  9.2673  7.1292  7.3655  0.0284  -0.0642  -0.0796
Si  0.9012  9.7422  7.4486  0.0229  0.0108  -0.0797
Si  7.0804  9.3816  7.4998  -0.049  0.0332  -0.0428
O  9.6008  6.8113  25.2557  0.0094  -0.0179  -0.0326
O  4.1356  1.3533  25.2522  0.0014  0.0038  -0.0331
O  8.1906  8.2402  7.9725  0.0098  0.0093  0.0434
O  2.713  2.7576  8.0039  0.002  -0.0111  0.0303
O  6.888  4.1353  25.3817  -0.0335  0.0363  -0.0384
O  1.4845  9.4891  25.3132  0.021  -0.022  -0.0321
O  5.4906  5.3834  7.9409  -0.0117  0.0053  -0.0056
O  -0.1135  0.0168  7.9138  0.0049  -0.0083  0.0192
O  6.9718  3.3884  8.7914  0.0122  -0.0191  0.0284
O  6.5447  10.1394  8.8737  -0.0265  0.0282  0.0333
O  10.1427  6.5592  8.6314  0.0191  0.0015  0.0352
O  1.1273  8.8553  8.8161  -0.0061  -0.0277  0.0744
O  4.6067  1.0547  8.7191  0.0224  -0.0193  0.0404
O  1.0446  4.6303  8.9229  -0.0076  0.0086  0.017
O  8.9225  1.5544  8.85  -0.007  0.0032  0.0145
O  3.9587  7.0413  9.1047  -0.0089  0.0327  0.0517
O  8.0414  8.8429  24.4678  -0.0246  0.0369  -0.044
O  8.6979  2.3147  24.8086  0.0108  -0.0151  -0.0224
O  5.4926  6.2812  24.5411  0.0083  0.0038  -0.0323
O  2.0056  2.8156  24.4854  -0.0365  0.0158  -0.0453
O  10.7469  0.4635  24.715  -0.0126  0.0097  -0.0233
O  0.1935  4.7725  24.417  0.018  -0.0254  -0.0236
O  7.2777  11.8755  20.6993  -0.0024  0.0192  -0.001
O  6.2248  10.7813  24.47  0.0257  -0.0169  -0.0326
Si  9.6689  1.3737  23.9388  0.0331  -0.0243  -0.0585
Si  4.6107  6.4397  20.5808  0.0141  0.0089  -0.0298
Si  1.0555  8.8921  10.445  0.0105  -0.031  -0.0213
Si  17.2814  5.2384  15.8608  0.005  -0.0002  0.0236
Si  7.3341  2.1552  19.6071  0.0302  0.0085  -0.0056
Si  19.3167  14.3031  12.6151  -0.0137  -0.0249  -0.0127
Si  11.042  4.9649  16.8435  -0.0339  0.0933  0.0713
Si  9.24  -0.6182  16.4839  -0.0031  -0.0405  0.0442
Si  15.4378  10.5077  19.0511  -0.0043  -0.0109  -0.0143
Si  12.7026  3.005  18.3177  -0.0193  0.0294  -0.0178
Si  8.364  2.9365  9.5074  0.0074  0.0186  0.018
Si  2.993  7.9741  18.4628  0.0147  -0.03  -0.0561
Si  11.5593  1.0888  16.2989  -0.0085  0.0286  0.0357
Si  0.4428  13.6355  13.5548  -0.0279  0.0241  0.0237
Si  4.2937  2.4834  20.0573  -0.0074  0.0147  -0.0158
Si  6.1321  2.443  14.4421  -0.0123  -0.0021  0.0252
As  7.3928  5.704  18.938  -0.0115  -0.007  -0.0088
Si  5.2145  10.7725  9.5906  0.0017  -0.0238  0.0161
Si  15.1633  6.5844  23.5608  0.0093  0.0048  -0.0225
Si  17.9468  10.251  20.6894  0.0077  -0.008  -0.0132
Si  3.077  4.338  21.9649  -0.0422  0.0016  -0.0239
Si  11.4529  9.5666  14.8468  -0.0313  0.0798  -0.0328
Si  6.5739  11.6122  17.0074  0.0081  -0.0154  0.0195
Si  5.2773  8.2701  13.106  -0.0299  -0.0098  0.0231
Si  10.5396  5.2092  9.4362  -0.0066  -0.048  -0.011
Si  3.7303  6.967  15.486  -0.0539  0.0885  0.0314
Si  7.4887  10.143  23.643  0.021  0.0061  -0.03
Si  -2.174  8.4656  18.8516  -0.0003  -0.0162  -0.0224
Si  -0.3822  6.7901  12.0665  -0.0196  -0.0292  0.0111
Si  1.6171  10.9805  12.3432  0.0212  -0.0042  0.0161
Si  11.056  6.6967  19.0684  -0.0123  -0.0299  -0.1127
Si  3.8425  8.1092  10.3232  0.0241  0.0113  0.0102
Si  0.816  3.5022  23.5812  -0.0301  -0.0232  -0.0203
Si  10.0888  3.7731  19.1755  0.0048  0.03  -0.0248
Si  4.8518  11.2514  12.5591  0.0263  0.0155  0.0065
Si  7.8222  6.2802  13.5046  0.0004  -0.0037  0.0325
Si  1.3336  5.3914  14.16  0.0046  -0.0233  0.0324
O  9.962  7.7258  19.6811  -0.0001  0.0028  0.0225
O  5.1073  1.6993  13.3975  0.003  -0.0151  -0.009
O  11.4209  2.8238  19.359  0.0198  -0.006  -0.0029
O  7.3991  12.5031  18.0973  -0.0087  -0.0177  -0.0006
O  4.1267  7.9663  14.2448  0.031  0.0026  -0.0292
O  4.0428  0.885  19.8999  0.0104  -0.002  -0.0055
O  2.3486  8.038  10.9514  -0.0063  0.0097  -0.024
O  -1.0712  4.0278  17.5373  -0.0028  -0.024  -0.0021
O  7.7403  4.8816  12.6323  -0.0022  0.0173  -0.0135
O  9.4773  -1.8462  17.5299  -0.0024  0.076  -0.0321
O  5.7922  14.9001  14.9646  0.0081  -0.0299  -0.0067
O  5.5156  9.8966  13.2238  0.0016  0.003  -0.0168
O  10.7257  8.1574  11.1769  -0.0064  -0.0046  -0.0097
O  17.6339  4.9343  17.4382  -0.0168  -0.0081  -0.014
O  1.3262  10.6499  15.782  -0.0233  -0.0627  -0.0144
O  6.0616  12.5086  15.7922  -0.0151  0.0535  -0.0744
O  1.6071  7.3815  19.1485  0.0149  0.0121  0.0196
O  19.639  3.1051  19.8005  -0.0134  -0.0088  0.0083
O  7.544  18.3813  18.4216  0.0025  0.0234  0.0195
O  12.6402  1.7088  17.3391  -0.0093  -0.0074  -0.0147
O  3.235  11.0622  12.4594  -0.0151  0.0048  -0.02
O  3.2161  7.6344  24.3285  0.002  -0.002  -0.0153
O  19.1675  9.6474  19.8111  -0.0022  0.0012  0.0143
O  9.4408  4.0768  9.1083  0.0059  0.0106  -0.0054
O  11.9644  9.8231  13.3361  -0.0384  -0.0757  0.0818
O  3.8922  2.9639  21.5781  0.0121  -0.0084  -0.0137
O  4.6852  7.1529  22.0815  0.0011  0.0037  -0.0118
O  1.1621  10.468  10.8647  0.0049  0.0278  -0.0085
O  5.1226  6.2901  15.9323  0.0343  -0.0236  0.0091
O  18.5756  10.5444  16.3971  0.0259  -0.0172  -0.0078
O  -2.7649  2.7662  11.1086  -0.0004  0.0028  0.0297
O  6.6426  7.3902  13.2906  0.0069  0.0013  -0.016
O  5.8684  2.9077  19.7701  -0.022  -0.0022  0.0125
O  11.0402  5.1342  15.2443  0.0253  0.0044  -0.0495
O  16.1953  10.906  17.6543  -0.0043  0.0043  0.0216
O  10.1073  11.6351  16.9792  -0.0096  -0.0251  -0.007
O  0.3139  2.1369  15.0867  0.008  0.002  -0.032
O  3.5597  5.0954  23.3368  0.0019  -0.0142  0.0085
O  14.061  -3.269  16.8557  -0.0207  -0.0372  0.0408
O  11.7441  8.0369  15.2875  0.998  1.109  -3.0043
O  5.5326  11.3776  11.0699  -0.0246  0.005  0.0375
O  4.0915  -1.3435  9.6862  0.0075  -0.0335  -0.0032
O  8.6575  11.2344  23.2433  -0.0153  -0.0159  0.0258
O  4.8353  7.8458  11.5831  0.011  0.0073  -0.0162
O  10.5979  2.4324  23.0887  0.0065  0.0037  0.0235
O  3.3773  5.3593  20.7249  0.0157  -0.0148  0.0185
O  7.6769  5.8513  15.0946  0.0029  -0.0012  -0.0216
O  -0.4625  5.5268  11.0237  0.0018  0.0361  0.033
O  9.8367  9.8899  15.0188  0.1176  -0.0194  -0.0187
O  0.9464  12.4338  12.5885  0.0008  0.0037  -0.0131
O  6.9622  9.6423  22.1908  -0.0124  -0.0034  -0.0037
O  1.5467  3.9046  13.4976  0.0027  -0.0064  -0.0225
O  4.2258  7.3409  19.3002  -0.0076  0.0085  0.0198
O  2.6949  5.8448  14.915  -0.0378  -0.0154  -0.0145
O  9.9519  14.2221  13.0278  0.028  -0.0072  -0.0014
O  3.1875  9.5908  18.7165  0.0101  0.0112  0.021
O  9.2391  6.9483  13.0326  -0.006  0.0027  -0.017
O  17.0047  5.8091  20.1795  -0.0075  -0.0103  0.0287
O  0.893  6.4556  13.0205  0.0106  0.0171  0.004
O  10.8388  6.4867  17.442  0.0081  -0.0843  0.0769
O  16.5422  9.7811  20.0082  -0.0222  0.0103  -0.0021
O  1.4932  4.0236  22.1849  0.0432  0.0127  -0.0191
O  10.6308  5.2464  19.7661  -0.0055  -0.0314  0.0371
O  23.4067  4.368  17.4174  0.0091  -0.0313  0.0094
O  14.1753  3.1497  18.985  -0.0105  -0.0122  0.0204
O  7.5918  2.4445  13.7112  -0.001  0.0005  -0.0019
H  11.511  7.7676  16.1364  -0.9818  -0.972  2.8635

Results
free energy: -139968.819 eV
free energy less fixed offsets of As -4856.12, H -15.97, O -568.88, Si -635.61 eV per atom: 2.991 eV

The program warned: the cutoff lies below the one the program advises for these potential files; the forces do not sum to zero within the program's tolerance; the exchange-correlation potential is rough where the density is thin.
